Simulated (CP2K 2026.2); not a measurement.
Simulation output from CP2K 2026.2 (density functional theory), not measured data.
Periodic cell of 504 atoms, Si360O144, from a study of silicon, its oxide and their interface. The atomic structure is a simulated model.
Doubt: the forces sum to 2.16 eV/angstrom along one axis rather than to zero, so they err by at least 0.0043 eV/angstrom per atom on average; the grid cutoff is modest.

Settings
functional: PBE
method: Gaussian and plane waves
basis set: DZVP-MOLOPT-SR-GTH
pseudopotentials: GTH-PBE
grid cutoff: 350 Ry, relative cutoff 50 Ry
k points: Gamma only
occupations: fixed
spin: none
net charge: 0

Cell vectors (angstrom)
a 16.32 0 0
b 0 16.32 0
c 7.2538 1.0521 33.367

Atoms and the computed forces on them: element, x, y, z (angstrom), force x, y, z (eV/angstrom)
Si 1.755 14.726 0.077 -0.222 -0.013 0.663
Si 4.01 1.408 0.517 -0.046 0.042 0.57
Si 9.06 4.546 33.306 -0.181 0.283 0.751
Si 11.448 7.662 33.256 -0.199 0.169 0.741
Si 1.179 9.778 0.428 -0.096 -0.09 0.746
Si 3.851 12.414 0.07 0.124 0.003 0.641
Si 13.506 16.622 33.343 0.245 -0.315 0.703
Si 9.668 1.078 0.012 -0.113 0.257 0.671
Si 6.375 4.349 0.1 0.17 0.018 0.754
Si 9.461 6.962 0.142 0.131 -0.22 0.734
Si 14.448 10.215 33.31 -0.354 0.285 0.807
Si 9.75 12.086 0.23 -0.125 -0.013 0.693
Si 11.922 15.194 0.187 0.14 -0.065 0.759
Si 14.767 1.523 0.002 0.151 -0.158 0.756
Si 19.847 4.856 33.341 -0.215 0.064 0.731
Si 22.275 7.699 33.248 0.075 0.063 0.734
Si 12.039 9.946 0.02 0.11 -0.259 0.745
Si 15.253 11.88 0.057 -0.133 0.353 0.741
Si 2.693 16.216 1.624 -0.057 0.001 -0.009
Si 5.406 2.858 1.628 0.032 0.013 -0.032
Si 2.688 5.352 1.213 -0.034 -0.005 -0.057
Si 5.42 8.178 1.197 0.021 0.009 -0.066
Si 2.723 11.013 1.59 0.042 0.03 -0.021
Si 5.429 13.687 1.247 0.013 -0.009 -0.073
Si 8.029 0.071 1.339 -0.008 -0.047 -0.04
Si 10.895 2.703 1.23 -0.011 0.003 -0.064
Si 8.141 5.397 1.295 -0.015 -0.013 -0.042
Si 11.001 8.226 1.326 0.024 0.01 -0.012
Si 8.16 10.823 1.347 -0.02 -0.021 -0.075
Si 10.865 13.63 1.548 -0.017 0.007 -0.037
Si 13.579 16.338 1.366 0.011 -0.006 -0.07
Si 16.403 2.605 1.314 -0.051 0 -0.027
Si 13.718 5.347 1.339 -0.014 0.018 -0.059
Si 16.223 8.094 1.373 -0.011 -0.071 -0.066
Si 13.607 10.927 1.436 0.004 0.029 -0.014
Si 16.362 13.597 1.273 -0.022 0.009 -0.059
Si 1.281 1.283 2.833 -0.021 0.006 0.017
Si 3.973 4.182 2.838 -0.053 0.021 0.064
Si 1.344 6.726 2.633 0.034 0.015 0.016
Si 4.135 9.519 2.686 -0.008 -0.03 0.015
Si 1.318 12.348 2.848 -0.032 0.016 0.025
Si 4.149 14.905 2.842 0.041 -0.023 0.046
Si 6.832 1.442 2.817 0.022 -0.007 0.032
Si 9.531 4.049 2.631 0.011 -0.004 0.006
Si 6.771 6.811 2.646 -0.014 0.025 0.031
Si 9.568 9.511 2.728 0.005 -0.011 0.033
Si 6.783 12.267 2.617 -0.001 0.016 0.003
Si 9.384 14.992 2.743 -0.004 0.033 0.057
Si 12.211 1.385 2.708 0.003 0.007 0.036
Si 15.074 4.021 2.705 0.027 -0.03 0.018
Si 12.322 6.783 2.644 -0.002 -0.014 0.002
Si 14.896 9.467 2.762 0.001 0.021 0.006
Si 12.292 12.293 2.827 -0.006 -0.014 0.028
Si 14.973 14.945 2.66 0.023 -0.013 -0.016
Si 16.247 16.271 4.147 0 -0.023 0.009
Si 2.661 2.712 4.126 0.018 0.027 -0.026
Si 16.358 5.414 4.086 -0.015 -0.003 -0.009
Si 2.73 8.128 3.996 -0.015 -0.014 -0.038
Si 16.288 10.869 4.092 0.024 0.018 -0.035
Si 2.731 13.621 4.2 -0.027 0.025 -0.006
Si 5.474 16.344 4.135 -0.009 -0.028 -0.014
Si 8.226 2.762 4.119 -0.015 0.011 0.017
Si 5.423 5.514 4.103 0.039 -0.03 -0.011
Si 8.162 8.146 4.04 -0.015 0.007 -0.039
Si 5.462 10.898 4.042 -0.003 0.029 -0.01
Si 8.104 13.579 4.084 0.01 -0.003 0.003
Si 10.831 16.344 4.063 0 -0.018 -0.047
Si 13.615 2.717 4.054 0.011 -0.006 -0.025
Si 10.893 5.442 3.981 0.008 -0.001 0.001
Si 13.578 8.117 4.119 0.014 0.004 0.011
Si 10.895 10.886 4.102 -0.01 -0.011 -0.009
Si 13.653 13.642 4.125 -0.008 0.014 0.023
Si 17.697 14.972 16.224 0.005 0.023 -0.011
Si 4.098 1.409 16.293 0.002 0.012 0.011
Si 17.708 4.123 16.337 0.012 0.013 0.013
Si 4.099 6.773 16.327 -0.004 -0.011 -0.004
Si 17.68 9.517 16.323 -0.001 0.004 0.024
Si 4.065 12.211 16.303 -0.008 0.013 -0.01
Si 6.808 14.967 16.27 0.01 -0.004 0.004
Si 9.485 1.355 16.318 -0.006 -0.018 -0.009
Si 6.795 4.08 16.383 0.018 -0.016 0.013
Si 9.497 6.794 16.362 -0.007 0.002 0.001
Si 6.813 9.52 16.341 -0.007 0.01 0.003
Si 9.518 12.219 16.295 -0.01 -0.004 0.004
Si 12.194 14.932 16.273 -0.006 0 0.003
Si 14.965 1.363 16.252 0.003 -0.008 -0.007
Si 12.231 4.109 16.324 0.022 0.004 0.014
Si 14.966 6.828 16.365 -0.002 0.008 0.005
Si 12.248 9.495 16.35 -0.005 0.015 0.01
Si 14.925 12.191 16.243 -0.006 -0.017 -0.001
Si 19.022 16.373 17.576 -0.041 -0.037 0.014
Si 5.441 2.707 17.751 -0.014 -0.015 0.034
Si 19.074 5.469 17.747 -0.02 0.012 0.026
Si 5.461 8.129 17.674 0.03 0.011 -0.026
Si 19.046 10.847 17.701 0.009 0.001 0.046
Si 5.454 13.593 17.587 0.016 0.005 0.011
Si 8.12 16.314 17.691 -0.001 0.007 0.009
Si 10.852 2.73 17.637 -0.009 0.006 0.028
Si 8.135 5.459 17.762 -0.001 0.009 0.019
Si 10.859 8.151 17.716 -0.008 0.002 0.004
Si 8.203 10.863 17.698 0.002 0.006 0.029
Si 10.798 13.621 17.666 0.002 0.024 0.023
Si 13.621 16.269 17.555 -0.009 0.017 -0.013
Si 16.321 2.724 17.613 0.017 -0.033 0.02
Si 13.583 5.474 17.71 -0.019 0.018 0
Si 16.319 8.214 17.734 -0.023 0.007 0.013
Si 13.63 10.852 17.696 0.023 -0.035 0.043
Si 16.327 13.564 17.492 0.018 0.019 -0.028
Si 17.659 1.364 18.981 -0.001 -0.003 -0.021
Si 20.406 4.07 19.126 0 0.001 -0.025
Si 17.732 6.906 19.085 0.027 0.005 -0.042
Si 20.438 9.447 19.045 -0.022 0.002 -0.01
Si 17.612 12.268 18.928 -0.03 -0.017 -0.022
Si 20.413 15.009 18.853 0.036 0.009 -0.052
Si 6.776 1.295 19.129 -0.025 0.017 0
Si 9.52 4.068 19.067 0.013 -0.041 -0.027
Si 6.774 6.851 19.15 0.027 -0.009 0.006
Si 9.528 9.491 19.127 -0.025 0.009 -0.008
Si 6.819 12.265 18.973 -0.016 0.029 -0.047
Si 9.401 14.941 19.094 0 -0.061 -0.002
Si 12.231 1.285 18.862 0.024 -0.04 -0.045
Si 14.975 4.069 18.977 -0.02 0.009 -0.012
Si 12.225 6.838 19.103 0.015 0.003 -0.011
Si 15.005 9.57 19.183 0.008 0.012 -0.036
Si 12.201 12.246 18.927 -0.014 0.019 -0.043
Si 15.02 14.894 18.854 0.007 0.002 -0.031
Si 16.353 16.2 20.257 0.057 -0.013 0.04
Si 18.991 2.675 20.418 -0.015 0.015 0.045
Si 16.356 5.441 20.297 0.004 -0.034 0.06
Si 19.069 8.269 20.57 -0.082 -0.064 0.074
Si 16.385 11.055 20.525 -0.103 -0.041 0.057
Si 19.046 13.645 20.109 -0.026 0.017 0.032
Si 5.343 16.217 20.421 0.001 0.035 0.091
Si 8.151 2.683 20.449 0.013 0.012 0.072
Si 5.4 5.486 20.518 -0.023 0.007 0.029
Si 8.146 8.184 20.588 0.008 0.019 0.037
Si 5.531 10.832 20.284 0.026 -0.025 0.027
Si 7.975 13.626 20.513 -0.008 0.052 0.059
Si 10.882 16.3 20.29 0.005 0.014 0.049
Si 13.621 2.595 20.199 0.045 -0.006 0.045
Si 10.915 5.421 20.448 -0.002 0.037 0.041
Si 13.532 8.219 20.514 -0.013 0.031 0.044
Si 10.901 10.955 20.375 -0.017 -0.027 0.04
Si 13.639 13.571 20.176 0.003 -0.035 0.014
Si 17.972 15.087 21.575 -0.215 -0.028 -0.712
Si 20.096 1.057 21.717 0.11 0.137 -0.687
Si 17.817 4.253 21.696 -0.13 -0.15 -0.707
Si 20.065 6.538 21.891 0.28 0.283 -0.623
Si 18.161 10.152 21.813 -0.129 -0.222 -0.698
Si 20.388 12.248 21.347 0.01 -0.02 -0.595
Si 6.13 14.501 21.862 0.354 0.119 -0.783
Si 9.851 1.58 21.644 -0.224 -0.129 -0.755
Si 7.035 4.323 21.719 -0.17 -0.209 -0.78
Si 9.317 6.525 21.803 0.27 0.269 -0.755
Si 7.03 9.883 21.856 -0.158 -0.302 -0.667
Si 9.282 12.076 21.655 0.065 0.203 -0.822
Si 12.496 15.081 21.469 -0.252 -0.05 -0.738
Si 14.707 0.962 21.475 0.101 0.141 -0.749
Si 12.117 3.713 21.542 0.054 0.233 -0.74
Si 15.126 6.898 21.612 -0.292 -0.127 -0.686
Si 12.489 9.966 21.8 -0.03 -0.15 -0.692
Si 14.718 12.244 21.77 0.27 0.034 -0.653
Si 12.681 1.377 25.52 0.032 -0.056 -0.068
Si 19.026 9.615 28.87 -0.039 -0.074 0.081
Si 7.314 8.591 27.195 0.136 -0.044 -0.063
Si 8.973 6.577 28.452 0.011 -0.083 -0.028
Si 16.25 14.022 23.906 -0.125 0.051 -0.098
Si 6.55 15.282 24.923 -0.157 -0.066 -0.026
Si 16.7 13.968 30.809 0.012 0.177 0.099
Si 14.887 9.424 25.739 0.038 0.018 0.087
Si 19.213 7.18 24.595 0.152 0.067 -0.057
Si 17.914 6.15 31.41 0.064 0.064 0.02
Si 12.073 5.749 28.598 -0.033 0.05 0.047
Si 6.226 10.291 24.806 0.02 -0.198 -0.014
Si 16.732 11.504 29.11 0.053 -0.014 -0.101
Si 18.911 3.363 28.826 -0.042 -0.113 0.074
Si 6.643 5.735 26.99 0.141 -0.057 0.051
Si 15.551 0.821 24.363 0.048 -0.14 -0.119
Si 6.587 3.773 24.747 0.042 0.017 -0.112
Si 6.69 1.391 28.505 -0.201 -0.106 -0.04
Si 17.119 7.154 28.657 -0.036 -0.046 0.116
Si 11.905 9.384 24.766 0.036 -0.027 -0.119
Si 14.106 10.479 30.154 0.146 -0.008 0.104
Si 16.771 8.373 23.585 0.012 0.178 -0.044
Si 12.726 15.94 28.076 0.117 -0.072 0.014
Si 18.487 16.71 28.348 -0.087 0.012 0.017
Si 15.562 16.114 28.812 0.019 -0.009 -0.165
Si 13.644 4.036 30.656 0.013 0.102 -0.078
Si 16.455 3.701 30.833 0.051 -0.015 0.068
Si 8.1 1.49 25.858 -0.034 -0.047 -0.073
Si 7.642 12.682 25.858 -0.094 -0.047 0.12
Si 17.481 3.136 24.524 -0.08 -0.126 -0.048
Si 11.758 12.017 30.731 0.05 0.005 0.204
Si 10.249 16.609 24.326 0.06 0.083 -0.086
Si 18.028 5.247 26.507 -0.058 0.052 -0.056
Si 20.417 2.112 24.602 0.012 -0.055 -0.198
Si 16.947 11.795 26.045 0.078 -0.048 -0.027
Si 21.775 4.193 29.283 0.019 0.105 0.054
Si 19.396 15.182 30.692 -0.018 0.108 0.081
Si 7.13 16.936 31.408 0.05 0.152 0.082
Si 9.974 9.539 31.362 0.029 -0.133 0.009
Si 20.97 9.609 31.221 0.034 0.042 0.032
Si 11.056 6.677 24.264 -0.045 -0.152 -0.046
Si 7.426 10.149 29.822 0.053 0.034 0.06
Si 22.116 14.341 30.808 0.12 -0.119 0.113
Si 13.622 1.034 30.443 0.045 -0.034 0.134
Si 7.77 13.012 28.759 0.033 -0.101 0.037
Si 14.213 8.051 28.56 0.061 0.02 0.046
Si 10.736 13.538 28.432 -0.006 0.073 0.018
Si 19.605 10.044 25.954 -0.061 0.022 -0.059
Si 10.896 13.742 23.773 0.05 0.008 -0.182
Si 13.503 5.439 23.584 0.097 -0.07 0.027
Si 7.429 5.859 31.075 0.001 -0.043 0.04
Si 10.717 11.924 26.008 0.069 0.131 -0.053
Si 20.79 16.208 26.716 0.168 0.011 0.051
Si 12.206 4.474 25.834 -0.003 0.091 -0.087
Si 1.349 14.98 5.509 0.011 0.011 0.005
Si 4.071 1.373 5.458 0.002 -0.003 0.016
Si 1.344 4.072 5.495 -0.012 -0.02 -0.002
Si 4.067 6.845 5.456 -0.004 -0.002 -0.017
Si 1.372 9.496 5.392 0.008 -0.02 -0.01
Si 4.088 12.202 5.466 0.018 -0.017 -0.01
Si 6.796 14.951 5.479 0.006 0.011 -0.002
Si 9.54 1.379 5.477 -0.003 -0.008 -0.001
Si 6.803 4.117 5.424 0.002 0.003 0
Si 9.526 6.779 5.387 -0.002 0 -0.005
Si 6.825 9.537 5.406 -0.003 0.01 -0.017
Si 9.51 12.244 5.433 0.009 0.019 0.007
Si 12.221 14.988 5.426 0.004 0.006 -0.01
Si 14.91 1.35 5.468 -0.005 -0.009 0.006
Si 12.25 4.1 5.391 -0.009 0.002 -0.03
Si 14.978 6.775 5.436 0.018 -0.003 0.01
Si 12.226 9.501 5.459 -0.013 -0.005 -0.005
Si 14.962 12.234 5.476 0.002 0.009 -0.01
Si 2.714 16.347 6.838 -0.025 0.009 0.006
Si 5.449 2.741 6.789 0 -0.013 -0.009
Si 2.726 5.451 6.809 0.01 -0.015 -0.002
Si 5.448 8.199 6.788 -0.021 0.012 0.004
Si 2.718 10.842 6.797 0.015 0.006 -0.001
Si 5.429 13.587 6.821 -0.017 0.011 -0.003
Si 8.169 16.322 6.813 0.017 -0.016 0.009
Si 10.908 2.749 6.799 0.003 -0.022 -0.003
Si 8.169 5.454 6.788 -0.002 -0.002 -0.004
Si 10.858 8.137 6.788 -0.005 0.022 0.007
Si 8.164 10.88 6.797 0.011 -0.014 0.002
Si 10.874 13.609 6.785 0.002 -0.007 -0.006
Si 13.562 16.324 6.828 -0.018 0.032 -0.001
Si 16.287 2.71 6.823 0.003 0.006 0.003
Si 13.598 5.434 6.789 -0.008 0.006 -0.002
Si 16.334 8.153 6.779 -0.002 -0.008 -0.004
Si 13.587 10.871 6.81 0.005 0 0.006
Si 16.323 13.588 6.838 0.022 -0.018 0
Si 17.664 1.375 8.186 0.021 0.008 0.006
Si 4.089 4.092 8.159 0.006 0.001 0.006
Si 17.679 6.802 8.161 -0.001 0.015 0.009
Si 4.086 9.519 8.172 -0.007 0.007 0.01
Si 17.69 12.217 8.166 -0.016 0.004 0.002
Si 4.07 14.957 8.171 -0.004 -0.003 -0.001
Si 6.799 1.37 8.153 -0.013 -0.004 -0.005
Si 9.525 4.092 8.151 0.002 0.003 0.002
Si 6.803 6.818 8.14 0.014 0.001 -0.005
Si 9.513 9.508 8.153 -0.004 0 0.008
Si 6.802 12.233 8.165 -0.002 0.002 0.003
Si 9.526 14.962 8.165 0.011 0.013 0.002
Si 12.23 1.38 8.183 0.017 -0.006 0.014
Si 14.939 4.079 8.171 -0.008 -0.024 0.006
Si 12.235 6.794 8.147 0.003 -0.013 -0.003
Si 14.966 9.509 8.146 0.012 0.01 -0.001
Si 12.225 12.241 8.154 -0.013 -0.001 -0.005
Si 14.945 14.959 8.169 -0.012 -0.01 -0.008
Si 16.306 16.321 9.531 0.011 0.007 -0.002
Si 2.72 2.738 9.522 -0.02 -0.008 0.001
Si 16.312 5.443 9.514 -0.005 -0.001 -0.004
Si 2.723 8.155 9.521 0.018 -0.006 0.004
Si 16.32 10.864 9.517 0.012 0.002 0
Si 2.716 13.591 9.527 0.009 -0.006 0.006
Si 5.44 16.325 9.511 0.001 0 -0.005
Si 8.162 2.73 9.51 0.01 -0.013 0
Si 5.45 5.455 9.509 -0.006 -0.009 0
Si 8.156 8.16 9.522 -0.005 0.016 0.003
Si 5.444 10.879 9.529 -0.015 0.01 0.008
Si 8.162 13.598 9.515 0.008 -0.001 -0.003
Si 10.87 16.329 9.527 -0.005 0 0
Si 13.592 2.727 9.545 -0.01 0 0.005
Si 10.88 5.444 9.522 0.005 0.003 0.002
Si 13.599 8.152 9.503 -0.007 0.001 -0.001
Si 10.872 10.872 9.51 0.003 0.002 0.005
Si 13.587 13.595 9.52 0.009 0.001 0.001
Si 17.672 14.957 10.88 -0.018 0 0.002
Si 4.08 1.366 10.868 0.005 -0.006 -0.008
Si 17.678 4.096 10.879 0.013 0.003 0.004
Si 4.086 6.801 10.879 -0.017 0.009 0.002
Si 17.681 9.51 10.88 -0.002 0.004 0
Si 4.082 12.236 10.884 0.007 0.012 0.007
Si 6.802 14.964 10.868 -0.003 -0.003 0
Si 9.51 1.37 10.881 0.001 -0.014 0.005
Si 6.806 4.093 10.87 0.002 0.005 -0.01
Si 9.519 6.801 10.882 0.002 -0.008 -0.001
Si 6.799 9.512 10.89 0.005 -0.006 0.007
Si 9.51 12.228 10.873 -0.005 0.007 -0.006
Si 12.232 14.962 10.876 -0.001 0.005 -0.006
Si 14.955 1.367 10.896 -0.005 0.005 0.005
Si 12.229 4.088 10.895 0.005 -0.01 0.004
Si 14.951 6.796 10.875 0.007 -0.003 -0.004
Si 12.237 9.51 10.864 0.01 0.008 -0.003
Si 14.954 12.228 10.866 -0.001 -0.003 -0.002
Si 2.722 16.326 12.227 0.008 0.002 0.001
Si 5.44 2.73 12.221 -0.007 -0.006 -0.006
Si 2.721 5.452 12.24 0.005 0 -0.005
Si 5.442 8.149 12.251 -0.011 -0.007 0.001
Si 2.726 10.865 12.238 -0.004 0.005 0.005
Si 5.449 13.6 12.228 -0.004 0.007 -0.002
Si 8.152 16.326 12.234 0.003 0.011 0.001
Si 10.862 2.73 12.248 0 0.003 -0.005
Si 8.16 5.443 12.246 0.002 0 0.003
Si 10.881 8.16 12.24 0.004 0.005 -0.005
Si 8.162 10.869 12.247 0 0.011 0.007
Si 10.869 13.592 12.221 0.007 0.002 -0.003
Si 13.582 16.325 12.241 0.009 -0.015 0.005
Si 16.32 2.74 12.242 0.012 -0.001 -0.004
Si 13.595 5.448 12.25 -0.006 -0.001 -0.002
Si 16.319 8.147 12.233 -0.005 -0.005 0
Si 13.601 10.86 12.222 -0.006 0.009 -0.004
Si 16.308 13.59 12.227 0.002 -0.007 0
Si 17.697 1.386 13.582 -0.017 -0.01 0.005
Si 4.092 4.094 13.583 -0.006 -0.004 -0.011
Si 17.68 6.804 13.607 0.005 -0.003 -0.002
Si 4.08 9.503 13.61 -0.003 0.009 0.003
Si 17.677 12.23 13.577 0.001 0.011 -0.002
Si 4.092 14.966 13.577 0.002 -0.011 0.002
Si 6.795 1.378 13.587 -0.009 -0.001 -0.003
Si 9.506 4.084 13.62 0.004 -0.005 -0.001
Si 6.804 6.794 13.618 0.01 -0.004 -0.002
Si 9.525 9.51 13.612 0.004 -0.006 0.003
Si 6.794 12.231 13.593 -0.009 0.016 -0.002
Si 9.514 14.956 13.578 0.008 -0.017 -0.008
Si 12.224 1.373 13.601 -0.016 0.003 0.002
Si 14.966 4.102 13.612 -0.008 0.006 0.004
Si 12.231 6.803 13.612 0.011 0.003 -0.004
Si 14.954 9.498 13.588 0.006 0.001 -0.006
Si 12.223 12.213 13.563 0.017 0.001 -0.009
Si 14.938 14.947 13.58 -0.003 0.024 0.011
Si 16.32 16.327 14.893 0.001 -0.002 -0.001
Si 19.05 2.763 14.948 0.023 -0.001 0.005
Si 16.322 5.466 14.988 0.005 -0.003 0.003
Si 19.044 8.144 14.98 0.001 -0.002 -0.002
Si 16.328 10.852 14.927 -0.015 0.01 -0.004
Si 19.058 13.585 14.915 -0.01 -0.003 0.005
Si 5.439 16.34 14.938 -0.002 0.001 -0.001
Si 8.134 2.73 14.978 0.005 0.016 0
Si 5.453 5.418 14.974 -0.016 0.001 -0.007
Si 8.162 8.156 14.979 0.003 -0.006 -0.011
Si 5.446 10.862 14.961 -0.001 0.005 0.005
Si 8.165 13.589 14.935 -0.004 0.006 0.002
Si 10.851 16.326 14.943 0.02 0.007 0.007
Si 13.586 2.746 14.949 0.004 -0.006 -0.002
Si 10.86 5.456 14.975 -0.011 -0.01 -0.002
Si 13.6 8.151 14.973 -0.01 -0.008 0.008
Si 10.9 10.861 14.965 0.019 0.025 0.006
Si 13.56 13.571 14.918 -0.019 -0.023 0.002
O 19.763 15.553 32.212 0.203 -0.197 -0.202
O 13.641 11.075 22.22 0.151 -0.112 0.134
O 10.254 3.442 33.007 -0.089 -0.163 -0.251
O 14.141 10.601 31.768 -0.242 0.348 0.015
O 11.012 13.22 29.977 -0.136 0.284 0.207
O 17.785 7.153 23.826 -0.296 -0.618 -0.031
O 8.203 5.384 22.101 0.023 -0.234 0.372
O 5.037 13.301 22.177 -0.004 -0.206 0.545
O 10.781 8.2 31.836 -0.074 -0.13 -0.404
O 8.679 9.293 30.416 -0.169 -0.44 -0.019
O 18.371 11.079 25.702 0.019 0.271 -0.392
O 12.61 6.559 32.899 -0.054 0.051 -0.474
O 19.447 15.721 27.488 -0.149 -0.487 -0.064
O 17.951 6.374 29.813 0.409 -0.113 -0.365
O 16.268 12.568 30.202 -0.525 -0.046 0.094
O 9.435 0.863 23.046 -0.566 0.004 0.041
O 9.792 6.962 23.31 -0.189 0.176 0.303
O 7.366 11.846 33.09 0.039 -0.14 -0.159
O 21.884 13.215 31.94 -0.188 -0.132 -0.201
O 12.064 14.245 22.797 0.436 -0.313 0.075
O 21.559 15.051 25.87 -0.223 -0.562 0.017
O 6.361 15.156 23.328 -0.043 0.472 0.218
O 15.369 1.419 22.875 0.035 0.294 -0.018
O 12.286 1.396 33.157 0.073 -0.078 -0.432
O 11.065 10.413 25.649 -0.196 -0.231 0.25
O 15.135 13.143 23.088 -0.167 0 0.523
O 16.811 5.015 31.717 -0.199 -0.085 0.296
O 20.766 1.616 23.097 0.278 -0.035 0.155
O 10.947 2.713 22.082 -0.149 0.209 0.529
O 10.076 15.014 24.313 -0.51 -0.047 0.287
O 8.54 16.678 32.156 0.232 0.167 -0.233
O 9.424 10.177 32.712 0.076 0.112 0.025
O 6.607 5.217 25.463 0.137 0.42 -0.456
O 13.075 6.956 28.251 -0.053 -0.006 -0.199
O 6.449 3.855 23.152 -0.225 -0.058 0.024
O 20.078 10.713 31.987 -0.07 0.201 -0.361
O 15.78 8.431 24.837 -0.101 -0.399 0.452
O 15.583 9.081 33.061 0.101 0.01 -0.459
O 12.525 16.546 29.565 -0.472 0.074 0.153
O 21.171 8.412 32.284 -0.446 -0.131 -0.051
O 13.077 2.528 30.691 -0.678 -0.137 0.156
O 7.875 1.56 27.44 0.43 -0.025 0.271
O 6.323 7.321 27.028 -0.824 0.015 -0.088
O 9.593 0.941 25.64 0.257 0.118 0.468
O 16.02 8.144 22.176 0.3 0.52 -0.244
O 13.559 5.115 25.168 0.517 0.269 0.579
O 7.043 16.792 25.183 -0.317 0.11 -0.143
O 20.364 7.049 23.442 0.636 -0.063 0.25
O 13.958 16.485 31.779 0.413 -0.549 -0.234
O 7.17 9.44 25.829 0.254 -0.075 0.019
O 16.801 1.71 24.908 0.278 -0.076 0.539
O 11.826 16.957 24.354 0.407 -0.171 -0.354
O 9.899 12.753 22.991 -0.03 -0.074 0.361
O 21.791 16.882 27.817 -0.161 -0.245 0.223
O 12.356 6.55 23.292 0.112 0.345 -0.68
O 12.175 4.657 27.418 0.001 -0.31 0.326
O 20.995 10.419 25.234 -0.135 0.147 -0.081
O 20.255 3.768 29.633 -0.049 -0.096 0.377
O 16.315 13.992 32.374 -0.598 0.554 -0.061
O 9.136 13.8 28.36 -0.051 0.701 -0.13
O 15.118 3.999 29.965 -0.042 0.133 -0.818
O 17.098 3.66 23.035 -0.632 -0.028 -0.038
O 6.338 9.626 23.322 -0.266 -0.194 0.184
O 7.906 2.94 25.175 0.565 0.118 0.072
O 10.972 10.602 30.681 0.158 -0.265 -0.268
O 19.199 5.943 25.624 0.383 -0.311 0.008
O 10.965 5.302 25.138 -0.405 -0.231 -0.099
O 15.682 10.822 25.776 -0.166 0.332 -0.1
O 6.77 11.813 24.821 -0.221 0.439 -0.307
O 19.01 5.301 22.101 -0.058 -0.259 0.28
O 11.518 12.926 25.015 0.565 0.207 0.225
O 11.688 9.552 23.166 -0.572 0.053 0.154
O 16.866 12.145 27.63 0.147 0.575 -0.106
O 18.775 4.413 27.64 0.241 0.264 -0.142
O 17.092 4.284 25.601 -0.424 0.172 0.151
O 8.213 6.63 29.891 -0.116 0.444 -0.019
O 14.316 15.517 27.932 0.206 -0.616 -0.184
O 13.468 9.612 25.024 0.038 0.399 -0.184
O 12.579 5.016 29.95 -0.402 0.158 0.264
O 6.886 13.974 29.69 0.018 0.142 -0.059
O 17.672 3.351 29.85 0.001 -0.311 0.068
O 15.766 15.518 24.37 -0.297 -0.015 0.132
O 22.553 15.631 31.676 -0.44 -0.156 0.668
O 12.381 17.043 26.958 -0.134 0.225 0.113
O 20.938 3.713 32.88 -0.139 0.009 -0.516
O 7.038 12.617 27.367 -0.38 -0.4 -0.046
O 14.252 1.197 25.236 0.085 0.258 0.375
O 18.297 14.023 30.638 0.247 -0.415 -0.332
O 7.651 14.212 25.38 0.374 0.27 -0.2
O 11.112 12.243 27.534 0.135 -0.284 0.154
O 11.84 12.571 32.266 0.539 -0.107 0.091
O 8.778 7.966 27.598 0.618 0.309 -0.042
O 16.254 2.53 31.936 -0.303 -0.131 -0.136
O 19.338 11.261 22.166 0.125 -0.173 0.597
O 17.476 14.243 22.874 0.16 -0.44 -0.025
O 18.936 1.917 28.096 0.329 -0.057 -0.169
O 20.218 0.882 25.593 -0.533 0.004 0.079
O 18.106 12.065 33.006 -0.014 0.103 -0.285
O 22.437 10.152 30.789 -0.098 0.235 0.043
O 8.145 5.463 27.589 0.089 -0.562 0.093
O 13.577 16.199 21.946 0.09 -0.002 0.315
O 8.245 10.928 22.177 -0.036 -0.238 0.438
O 13.961 4.507 32.163 0.25 -0.359 0.024
O 14.857 6.022 22.982 0.337 -0.334 0.339
O 6.898 9.532 28.432 -0.533 0.23 -0.038
O 15.943 15.109 30.002 -0.075 0.127 0.3
O 11.344 7.934 25.227 -0.133 -0.008 0.476
O 17.924 8.526 28.415 -0.205 0.259 -0.133
O 13.119 11.741 29.874 0.15 0.331 -0.648
O 17.462 7.507 32.145 0.065 0.182 -0.342
O 15.489 10.481 29.296 -0.06 -0.478 -0.386
O 19.856 10.03 27.552 0.344 0.351 0.013
O 22.699 1.912 32.03 -0.107 0.303 -0.355
O 17.595 9.742 23.304 0.015 0.382 0.445
O 8.468 4.865 31.818 0.077 -0.334 -0.416
O 21.836 5.038 27.906 -0.469 0.146 -0.235
O 14.619 8.793 27.186 0.003 -0.093 0.04
O 15.586 7.384 29.133 0.039 -0.25 0.108
O 19.27 8.552 25.433 0.058 -0.156 0.285
O 8.007 11.644 29.597 0.28 0.036 0.406
O 19.079 2.984 24.553 0.262 0.327 -0.185
O 18.965 16.26 22.15 -0.077 0.037 0.416
O 21.595 2.993 25.247 -0.169 0.148 0.65
O 13.031 4.093 22.838 0.357 -0.216 0.377
O 10.534 6.251 28.686 0.011 0.209 0.273
O 23.273 6.899 32.228 0.236 -0.116 -0.093
O 7.318 17.009 29.814 0.492 -0.269 -0.369
O 18.775 16.453 29.922 -0.21 0.372 0.429
O 10.034 14.605 32.886 0.012 0.118 -0.598
O 18.158 10.84 29.478 0.141 0.327 0.341
O 19.331 5.621 31.985 0.392 0.003 -0.472
O 20.094 9.092 29.962 0.268 -0.262 -0.33
O 14.977 1.124 29.538 0.475 0.39 -0.133
O 20.749 14.641 30.011 -0.161 -0.237 -0.424
O 9.137 12.115 25.845 -0.217 -0.107 0.07
O 16.919 16.45 27.988 -0.127 -0.064 -0.427
O 17.101 6.338 27.263 -0.486 0.029 -0.206
O 12.18 2.905 25.53 -0.273 0.178 -0.179
O 16.755 13.149 25.174 0.295 0.052 0.362
O 22.482 5.043 30.472 -0.2 -0.062 0.052
O 18.033 17.297 33.037 0.181 -0.227 -0.364
O 22.565 2.832 29.016 0.042 0.09 0.231
O 13.534 9.04 29.661 -0.591 -0.3 0.287
O 11.654 14.749 27.902 0.027 -0.066 -0.421

Results
total energy: -101654.146 eV
total energy less fixed offsets of O -438.35, Si -107.03 eV per atom: -0.946 eV
